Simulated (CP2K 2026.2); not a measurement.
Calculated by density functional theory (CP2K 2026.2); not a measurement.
Periodic cell of 504 atoms, Si360O144, from a study of silicon, its oxide and their interface. The atomic structure is a simulated model.
Doubt: the forces sum to 1.31 eV/angstrom along one axis rather than to zero, so they err by at least 0.0026 eV/angstrom per atom on average; the grid cutoff is modest.

Settings
functional: PBE
method: Gaussian and plane waves
basis set: DZVP-MOLOPT-SR-GTH
pseudopotentials: GTH-PBE
grid cutoff: 300 Ry, relative cutoff 40 Ry
k points: Gamma only
occupations: fixed
spin: none
net charge: 0

Cell vectors (angstrom)
a 16.32 0 0
b 0 16.32 0
c 5.742 2.5361 33.5041

Atoms and the computed forces on them: element, x, y, z (angstrom), force x, y, z (eV/angstrom)
Si 1.563 -1.517 0.031 -0.144 0.157 0.728
Si 4.495 1.053 0.077 -0.158 0.18 0.806
Si 1.149 4.339 0.019 0.057 -0.165 0.674
Si 3.429 7.379 -0.107 0.2 -0.135 0.72
Si 1.262 -6.714 0.461 -0.017 -0.031 0.484
Si 3.589 -3.89 0.16 0.25 0.056 0.717
Si 6.609 -1.26 0.115 0.138 -0.178 0.757
Si 9.578 1.329 0.352 -0.015 -0.044 0.476
Si 7.496 3.618 -0.168 -0.265 0.08 0.741
Si 9.376 6.947 -0.102 0.312 -0.119 0.734
Si 7.049 9.13 -0.014 -0.114 0.255 0.794
Si -6.682 -4.207 -0.021 -0.252 0.228 0.73
Si -4.534 -0.817 -0.003 0.007 -0.207 0.719
Si -1.732 1.576 0.131 0.231 -0.006 0.749
Si -3.813 3.804 0.32 0.05 0.016 0.692
Si -1.049 6.559 0.051 -0.178 0.058 0.718
Si -4.242 -6.283 -0.006 0.197 -0.455 0.708
Si -0.942 -4.544 0.117 -0.025 0.136 0.678
Si 2.78 0.014 1.33 0.006 -0.025 -0.073
Si 5.654 2.737 1.2 0.02 0.021 -0.086
Si 2.673 5.571 1.284 0.023 -0.008 -0.072
Si 5.318 8.135 1.215 0.005 -0.009 -0.044
Si 2.642 -5.351 1.691 -0.001 0.012 -0.028
Si 5.361 -2.816 1.33 -0.012 0.02 -0.064
Si 8.127 -0.078 1.487 -0.022 -0.002 -0.013
Si -5.376 2.691 1.636 -0.003 0.004 -0.027
Si 8.284 5.349 1.254 -0.034 0.043 -0.024
Si -5.323 8.191 1.115 0.003 0.001 -0.074
Si 8.119 10.835 1.254 0.001 0.003 -0.076
Si -5.504 -2.602 1.264 0.033 -0.018 -0.071
Si -2.883 0.06 1.454 0.012 -0.025 -0.087
Si -0.015 2.724 1.297 -0.031 0.018 -0.067
Si -2.593 5.424 1.439 0.008 0.013 -0.056
Si -0.082 8.096 1.548 -0.033 -0.035 -0.016
Si -2.656 -5.416 1.49 -0.014 0.008 -0.031
Si 0.008 -2.737 1.32 -0.028 0.026 -0.063
Si 1.373 1.373 2.638 0.003 0 0.01
Si 4.158 4.125 2.506 -0.015 -0.024 0.007
Si 1.365 6.778 2.827 -0.008 -0.019 0.03
Si 4.138 9.521 2.758 0.003 -0.021 0.011
Si 1.252 -3.982 2.909 -0.012 0.013 0.039
Si 4.071 -1.385 2.73 0.008 -0.011 0.039
Si 6.811 1.386 2.759 -0.006 0 0.034
Si 9.556 4.132 2.807 -0.012 0.002 0.019
Si 6.742 6.702 2.542 0.037 0.028 0.008
Si 9.579 9.502 2.574 0.005 0.01 0.028
Si 6.768 12.167 2.664 0.015 0.018 0.002
Si -6.818 -1.412 2.799 0.004 -0.012 0.014
Si -4.084 1.329 2.973 0.011 0.012 0.057
Si -1.281 4.049 2.8 0 -0.023 0.027
Si -4.049 6.842 2.63 -0.026 0.001 -0.019
Si -1.447 -6.857 2.864 0.009 0.004 0.013
Si -4.071 -3.948 2.669 -0.024 0.003 0.005
Si -1.415 -1.372 2.641 0.02 0.011 0.01
Si -0.005 0.002 3.999 -0.023 -0.012 -0.023
Si 2.769 2.758 3.945 0.029 0.031 -0.018
Si 0.036 5.408 4.173 -0.017 0.02 0.003
Si 2.747 8.173 4.107 -0.009 -0.009 -0.007
Si -0.067 -5.449 4.166 -0.001 0.019 -0.008
Si 2.713 -2.671 4.164 0.009 -0.002 -0.002
Si 5.429 0.003 4.078 0.008 -0.01 -0.007
Si 8.176 2.734 4.113 -0.006 -0.018 -0.001
Si 5.443 5.413 4.009 0.009 -0.002 0.005
Si 8.158 8.124 3.909 -0.014 -0.026 -0.043
Si 5.471 10.864 4.112 -0.015 0.004 0.022
Si 8.116 -2.789 4.072 -0.011 -0.005 0.003
Si -5.487 -0.053 4.201 0.003 0.003 0
Si -2.673 2.736 4.183 0.003 0.03 -0.014
Si -5.393 5.513 4.074 0.022 0.004 0.02
Si -2.792 8.118 4.16 0.017 -0.029 0.016
Si -5.436 -5.416 3.982 0.019 -0.011 -0.036
Si -2.726 -2.678 4.098 -0.028 0.009 0.007
Si 1.399 -1.306 16.303 0.009 0 -0.011
Si 4.099 1.36 16.339 0.008 0.006 -0.004
Si 1.392 4.12 16.303 0.023 0.008 -0.006
Si 4.078 6.798 16.345 -0.004 0 -0.009
Si 1.371 -6.8 16.34 -0.012 0 -0.001
Si 4.133 -4.071 16.345 -0.007 -0.005 -0.01
Si 6.802 -1.349 16.354 0 0.004 -0.004
Si -6.833 1.331 16.335 -0.021 -0.011 -0.005
Si 6.786 4.061 16.354 -0.007 -0.007 0.001
Si -6.814 6.758 16.3 -0.009 0.012 -0.013
Si 6.741 9.518 16.349 0.01 0.004 -0.003
Si -6.831 -4.099 16.311 0.01 -0.01 -0.011
Si -4.14 -1.375 16.271 0.003 0.006 -0.016
Si -1.349 1.373 16.283 0.006 -0.008 -0.002
Si -4.07 4.09 16.332 0.002 -0.001 0.007
Si -1.317 6.813 16.294 -0.003 0.005 -0.005
Si -4.087 9.531 16.266 0.006 -0.007 -0.005
Si -1.353 -4.102 16.266 -0.011 0.017 -0.005
Si 2.758 0.023 17.733 -0.008 -0.003 -0.012
Si 5.435 2.699 17.736 -0.003 0.006 0.015
Si 2.712 5.473 17.725 -0.009 -0.018 0.01
Si 5.403 8.145 17.745 -0.019 0 0.01
Si 2.781 -5.455 17.667 -0.004 0.01 0.02
Si 5.456 -2.685 17.746 0.008 0.006 0.01
Si 8.161 -0.031 17.755 0.004 0.009 0.018
Si -5.491 2.733 17.647 -0.002 -0.008 -0.007
Si 8.15 5.422 17.704 0.009 -0.004 -0.005
Si -5.443 8.146 17.588 0.005 0.001 0.006
Si 8.093 10.899 17.679 0.006 -0.009 0.006
Si -5.47 -2.75 17.664 -0.006 0.01 -0.009
Si -2.79 0.026 17.565 -0.009 -0.011 0.003
Si 0.064 2.717 17.617 -0.004 0.003 -0.013
Si -2.643 5.446 17.652 -0.005 0.005 0.017
Si 0.011 -8.164 17.71 0.013 -0.002 0.016
Si -2.726 -5.444 17.633 0.001 0.005 -0.002
Si 0.025 -2.712 17.558 0.003 0.003 0
Si 1.387 1.411 19.058 0.02 0.015 -0.007
Si 4.027 4.057 19.074 0.008 -0.022 -0.045
Si 1.383 6.848 19.134 -0.002 -0.005 -0.026
Si 4.034 -6.83 19.139 -0.013 -0.018 -0.003
Si 1.466 -3.983 18.91 0.008 0.038 -0.024
Si 4.108 -1.321 19.138 0.015 0.003 -0.006
Si 6.812 1.355 19.124 -0.01 0.012 -0.038
Si -6.817 4.064 19.071 0.008 -0.006 -0.013
Si 6.771 6.748 19.075 0 0.015 0.003
Si -6.891 9.43 18.914 -0.006 -0.034 -0.034
Si 6.82 -4.023 19.127 0.025 0.003 -0.012
Si 9.516 -1.452 19.101 -0.023 -0.001 -0.018
Si -4.127 1.381 18.959 -0.005 -0.019 -0.02
Si -1.241 4.066 18.983 -0.003 0.026 -0.029
Si -4.011 6.86 18.934 0.005 0.039 -0.034
Si -1.37 -6.768 19.013 -0.013 -0.028 -0.011
Si -4.109 -4.124 18.996 0.005 0 -0.013
Si -1.441 -1.394 18.814 -0.002 -0.037 -0.044
Si -0.116 -0.018 20.121 -0.001 -0.013 0.046
Si 2.691 2.749 20.548 -0.002 0.001 0.052
Si 0.087 5.386 20.444 0.034 0 0.031
Si 2.642 8.215 20.635 -0.001 0.029 0.04
Si 0.067 -5.324 20.16 0.016 -0.01 0.043
Si 2.723 -2.676 20.458 -0.011 -0.007 0.074
Si 5.462 0.011 20.552 0.015 0.004 0.054
Si 8.16 2.736 20.512 -0.02 -0.016 0.074
Si 5.401 5.394 20.427 -0.037 -0.018 0.036
Si 8.148 8.091 20.407 0.016 0.022 0.051
Si 5.438 -5.425 20.404 0.015 -0.007 0.045
Si 8.205 -2.76 20.628 0.011 -0.013 0.036
Si -5.418 -0.033 20.344 -0.009 0.017 0.053
Si -2.697 2.741 20.227 0.003 -0.009 0.04
Si -5.35 5.469 20.245 -0.008 0.014 0.056
Si -2.714 -8.113 20.407 -0.002 -0.008 0.071
Si -5.527 -5.55 20.213 -0.019 0.007 0.047
Si -2.732 -2.717 20.275 -0.013 -0.002 0.091
Si 0.968 -1.486 21.516 0.266 -0.026 -0.656
Si 4.283 1.606 21.851 -0.124 -0.192 -0.719
Si 1.656 4.385 21.956 -0.233 -0.237 -0.758
Si 3.928 6.589 21.811 0.052 0.273 -0.72
Si 1.434 -6.32 21.757 -0.167 -0.454 -0.713
Si 3.877 -4.311 21.754 0.177 0.295 -0.758
Si 7.068 -1.095 21.908 -0.209 -0.309 -0.712
Si -6.956 1.083 21.69 0.065 0.246 -0.765
Si 6.501 3.84 21.827 0.207 0.07 -0.764
Si -6.523 6.912 21.623 -0.173 -0.061 -0.708
Si 7.001 -6.609 21.678 -0.161 -0.188 -0.799
Si 9.357 -4.532 21.754 0.135 0.371 -0.743
Si -3.797 -1.141 21.621 -0.167 -0.109 -0.719
Si -1.624 1.107 21.478 0.078 0.12 -0.711
Si -3.713 4.397 21.505 -0.092 -0.063 -0.728
Si -1.491 6.608 21.609 0.079 0.132 -0.621
Si -4.455 -7.067 21.614 0.232 0.037 -0.729
Si -1.067 -3.802 21.484 -0.149 -0.052 -0.735
Si 0.238 -1.405 -6.827 0.01 -0.091 -0.055
Si -3.756 6.54 25.502 -0.05 0.023 0.083
Si -5.81 -7.535 25.83 0.055 0.033 -0.012
Si 1.643 5.109 -4.593 0.095 0.112 0.112
Si 7.558 2.656 -5.525 0.148 0.035 0.074
Si -1.692 -6.602 -4.207 0.083 0.046 0.033
Si 1.484 -6.833 -4.034 0.095 0.082 0.02
Si 3.922 -2.896 24.378 -0.018 -0.113 -0.044
Si -4.666 4.183 -4.755 0.159 -0.004 0.055
Si 5.325 -5.158 -6.577 -0.023 0.097 0.083
Si -3.884 -2.442 24.446 -0.028 0.025 -0.191
Si 4.39 1.951 -2.88 0.074 -0.129 0.093
Si -5.033 5.61 -1.98 -0.061 0.09 0.03
Si -6.286 2.257 24.461 -0.1 -0.005 -0.05
Si 6.333 -5.807 -2.697 0.05 0.072 -0.009
Si -0.012 0.268 -2.067 0.016 -0.074 0.151
Si -1.855 -0.705 25.824 0.054 0.09 0.076
Si -4.535 -3.079 -7.042 -0.076 -0.11 -0.083
Si -1.204 7.86 24.32 0.091 0.072 -0.109
Si 5.902 6.769 -4.754 0.004 -0.045 0.022
Si 3.407 7.108 -3.207 -0.062 -0.001 0.108
Si -2.125 3.543 -6.183 -0.114 -0.014 -0.045
Si -1.962 0.577 -6.953 0.009 -0.08 0.054
Si 3.731 -3.363 -4.921 0.001 -0.081 -0.04
Si -3.39 -5.889 -6.651 -0.008 0.066 -0.04
Si -0.787 -5.611 23.813 0.117 -0.011 -0.191
Si -7.825 5.019 23.877 -0.01 0.009 -0.196
Si -5.967 1.877 -6.064 -0.009 -0.072 -0.091
Si -1.005 5.853 -4.925 -0.065 0.046 0.001
Si 7.847 7.243 25.865 0 0.08 -0.12
Si 6.703 4.092 -3.151 0.051 0.004 0.062
Si 5.504 0.374 -5.108 0.101 -0.202 0.043
Si 2.47 -5.492 -6.498 -0.07 0.032 -0.019
Si 1.673 2.908 -2.672 0.043 0.013 0.162
Si 2.593 -0.223 23.701 -0.032 0.057 -0.048
Si 7.723 -3.119 -2.159 0.071 -0.031 0.106
Si -2.872 -4.779 -2.164 -0.079 -0.106 0.218
Si 7.513 -6.964 -5.251 -0.044 -0.09 0.128
Si 5.473 -8.1 24.019 0.057 -0.059 -0.104
Si -5.115 6.21 -6.997 -0.032 -0.058 -0.053
Si 1.103 3.482 24.993 0.034 0.134 -0.197
Si 3.567 -5.007 -2.687 -0.013 -0.083 0.142
Si -3.895 -2.081 -2.779 -0.044 0.02 0.037
Si -5.573 -0.945 -5.029 -0.105 -0.095 0.089
Si 6.421 -1.576 25.015 0.016 0.157 -0.131
Si 3.391 -7.607 26.002 0.069 -0.107 0.021
Si -1.319 1.965 24.355 -0.043 -0.026 -0.115
Si 7.786 -1.916 -5.119 -0.091 0.069 0.011
Si -3.854 3.644 24.39 0.139 -0.003 -0.122
Si -2.465 7.163 -2.638 0.129 -0.082 0.085
Si -1.487 -1.058 -4.512 -0.008 0.032 0.056
Si 3.175 -0.787 -6.431 -0.049 0.03 -0.082
Si -4.931 -5.198 23.926 -0.141 -0.04 -0.2
Si -6.128 -7.376 -6.788 -0.011 0.028 -0.118
Si 1.333 -1.305 5.456 -0.02 -0.002 0.003
Si 4.064 1.388 5.394 -0.023 0.002 -0.011
Si 1.435 4.047 5.441 0.015 -0.016 -0.001
Si 4.109 6.778 5.414 0.009 0.001 0.013
Si 1.366 9.528 5.461 0.002 -0.012 0.017
Si 4.087 12.236 5.449 -0.005 0 0.012
Si 6.79 -1.375 5.423 0.01 0.009 0.015
Si 9.498 1.365 5.493 0.004 0.001 0.022
Si 6.786 4.086 5.427 -0.003 0.001 0.005
Si 9.499 6.833 5.387 -0.007 0.004 -0.015
Si 6.852 9.471 5.388 0.013 -0.005 -0.003
Si 9.513 12.196 5.413 0.018 0.016 -0.002
Si -4.077 -1.375 5.506 0.01 0.005 0.027
Si -1.312 1.337 5.461 0.009 -0.014 -0.003
Si -4.064 4.126 5.459 -0.006 -0.009 0.02
Si -1.371 6.777 5.477 -0.008 -0.006 0.024
Si -4.131 -6.769 5.436 -0.012 0.022 0
Si -1.412 -4.066 5.482 -0.002 -0.007 0.01
Si 2.708 0.047 6.795 -0.016 0.011 0.006
Si 5.428 2.724 6.783 0.013 -0.006 -0.004
Si 2.758 5.433 6.8 -0.008 0.001 -0.001
Si 5.472 8.142 6.768 0 -0.003 -0.001
Si 2.727 10.884 6.812 -0.001 0.005 0.008
Si 5.439 -2.719 6.804 -0.006 0 -0.005
Si 8.136 -0.016 6.812 0.004 0.007 -0.002
Si 10.888 2.741 6.802 0.003 0.003 0.002
Si 8.16 5.456 6.766 0.003 -0.011 0.001
Si 10.835 8.184 6.789 -0.007 0.017 -0.001
Si 8.17 10.841 6.786 0.008 -0.011 -0.003
Si 10.865 -2.762 6.806 0.006 0.008 -0.001
Si -2.701 0.002 6.826 -0.01 0.005 0.001
Si 0.052 2.7 6.807 0.008 -0.009 0
Si -2.717 5.442 6.852 0.006 0.003 -0.001
Si -0.001 8.16 6.806 -0.002 -0.003 -0.002
Si -2.761 -5.439 6.822 -0.001 0.001 0.011
Si -0.013 -2.701 6.805 0.004 -0.006 -0.004
Si 1.375 1.365 8.202 0 0.007 0.002
Si 4.096 4.078 8.172 -0.007 -0.005 -0.001
Si 1.373 6.794 8.147 -0.005 0.001 -0.009
Si 4.102 9.507 8.135 0.002 0.006 -0.006
Si 1.359 -4.066 8.155 -0.005 0 0.002
Si 4.068 -1.344 8.14 0.003 0 -0.01
Si 6.781 1.36 8.153 -0.012 -0.018 0.003
Si 9.513 4.097 8.145 0.005 -0.006 -0.004
Si 6.812 6.796 8.155 0.007 0.009 -0.007
Si 9.506 9.515 8.187 0.004 -0.004 0.009
Si 6.806 -4.098 8.138 0 0.007 -0.011
Si 9.514 -1.375 8.154 0.007 -0.003 -0.009
Si -4.072 1.375 8.16 0.019 0.013 0.006
Si -1.334 4.063 8.161 -0.01 0.005 -0.007
Si -4.105 6.823 8.155 0.01 -0.014 -0.009
Si -1.37 -6.797 8.158 0 0.015 -0.011
Si -4.101 -4.09 8.195 -0.017 -0.026 0
Si -1.358 -1.359 8.191 -0.002 0.005 -0.005
Si 0.007 -0.001 9.545 0.002 -0.004 -0.002
Si 2.734 2.73 9.541 -0.011 -0.005 0.009
Si 0.015 5.438 9.513 0.004 -0.01 -0.006
Si 2.735 8.158 9.503 0.004 -0.005 0.001
Si -0.003 -5.432 9.509 -0.005 -0.003 -0.001
Si 2.72 -2.708 9.515 -0.013 0.006 -0.001
Si 5.427 0.003 9.514 -0.011 0.006 -0.004
Si 8.155 2.725 9.501 0.002 0.01 0.001
Si 5.457 5.44 9.522 0.012 -0.002 -0.003
Si 8.151 8.151 9.537 0.001 0.006 0.006
Si 5.444 -5.448 9.508 0 -0.01 -0.002
Si 8.154 -2.734 9.511 0.012 -0.006 -0.004
Si -5.441 -0.001 9.503 0.005 0 -0.006
Si -2.708 2.72 9.526 0.006 -0.014 -0.003
Si -5.451 5.449 9.517 -0.012 0.007 -0.008
Si -2.731 -8.155 9.519 -0.011 0.011 -0.003
Si -5.452 -5.451 9.545 0.006 0.011 0.006
Si -2.727 -2.721 9.537 0.001 -0.002 -0.01
Si 1.37 -1.36 10.898 -0.007 0.005 0.004
Si 4.086 1.36 10.891 -0.004 0.004 0.004
Si 1.37 4.092 10.887 0.002 0.004 0.002
Si 4.091 6.802 10.873 -0.006 -0.007 0.001
Si 1.369 9.526 10.857 -0.009 0.014 -0.004
Si 4.083 -4.08 10.864 0.002 0.008 -0.005
Si 6.79 -1.366 10.861 -0.004 0 -0.007
Si 9.514 1.359 10.86 0.004 -0.01 -0.006
Si 6.811 4.08 10.883 -0.004 -0.007 0.003
Si 9.514 6.793 10.896 0.002 -0.002 0.003
Si 6.79 9.517 10.887 0.01 -0.004 0.004
Si 9.507 -4.083 10.886 0.011 -0.018 0.002
Si -4.087 -1.35 10.881 0 0.001 0.002
Si -1.357 1.362 10.895 -0.005 -0.004 0.004
Si -4.083 4.085 10.87 0.016 0.011 -0.003
Si -1.358 6.798 10.861 -0.003 -0.005 -0.01
Si -4.085 -6.807 10.895 -0.007 0.015 0.004
Si -1.356 -4.08 10.886 0 -0.006 0.001
Si 2.731 0.003 12.255 -0.003 0.003 0.007
Si 5.449 2.722 12.241 0.005 -0.003 0.002
Si 2.739 5.445 12.239 -0.004 0.003 0.006
Si 5.435 8.158 12.251 -0.004 0.01 0.003
Si 2.722 10.884 12.23 -0.005 -0.007 0
Si 5.441 -2.723 12.231 -0.002 -0.004 0.004
Si 8.145 0.001 12.217 -0.002 -0.007 0
Si 10.874 2.715 12.226 -0.004 -0.006 -0.003
Si 8.159 5.433 12.262 0.01 0.002 0.003
Si 10.871 8.155 12.253 0.006 -0.006 0.003
Si 8.152 10.875 12.245 0.003 0.018 0.003
Si 10.866 -2.713 12.23 0 0.004 0
Si -2.723 0.003 12.248 0.006 0.004 -0.001
Si 0.008 2.732 12.24 0.003 0 0.001
Si -2.72 5.445 12.226 -0.005 -0.003 0.005
Si 0.012 8.158 12.211 -0.006 -0.004 -0.002
Si -2.719 -5.442 12.239 0 -0.003 0.002
Si 0.008 -2.725 12.252 -0.002 -0.002 0
Si 1.378 1.386 13.599 -0.007 0.001 0.006
Si 4.099 4.086 13.602 -0.002 -0.01 0
Si 1.378 6.813 13.581 0.003 -0.003 0
Si 4.07 9.524 13.602 -0.014 0.012 0
Si 1.379 -4.077 13.613 -0.004 -0.004 0.002
Si 4.096 -1.364 13.605 0 -0.001 0.007
Si 6.796 1.354 13.598 -0.003 0.008 -0.003
Si 9.516 4.054 13.609 0.007 -0.005 0.006
Si 6.792 6.798 13.618 -0.002 -0.004 0.01
Si 9.498 9.508 13.609 0.002 0.01 -0.002
Si 6.798 -4.079 13.598 0.015 -0.015 0
Si 9.49 -1.361 13.581 -0.003 0.007 -0.002
Si -4.091 1.365 13.6 0.005 -0.011 0.005
Si -1.359 4.093 13.589 -0.005 0.011 0
Si -4.077 6.794 13.598 0.003 0.002 0.003
Si -1.347 9.509 13.575 0.001 0.004 -0.002
Si -4.091 -4.075 13.579 0.001 0.002 0.005
Si -1.356 -1.358 13.6 -0.001 -0.003 0.005
Si 0.018 0.019 14.936 0.001 0.004 -0.009
Si 2.75 2.733 14.97 -0.004 0.01 0.001
Si 0.023 5.452 14.93 -0.008 -0.002 -0.005
Si 2.722 8.159 14.973 -0.006 0.004 0.004
Si 0.017 -5.467 14.94 -0.005 -0.008 -0.002
Si 2.75 -2.716 14.981 0.008 0.004 0.007
Si 5.449 -0.002 14.973 0.002 -0.006 -0.006
Si 8.139 2.703 14.977 0.007 -0.017 0.003
Si 5.441 5.436 14.987 0.003 0.004 -0.004
Si 8.135 8.16 14.991 0.001 -0.002 0.002
Si 5.438 10.883 14.95 -0.006 0.004 0.001
Si 8.143 -2.713 14.968 -0.005 0.004 0
Si -5.483 0.001 14.933 -0.005 -0.004 -0.006
Si -2.723 2.737 14.948 -0.001 0 0.004
Si -5.435 5.421 14.948 0.003 -0.002 -0.002
Si -2.704 8.159 14.943 0.002 -0.001 -0.001
Si -5.459 -5.431 14.934 0.005 0.001 -0.008
Si -2.732 -2.723 14.942 0.002 0 0
O 4.474 -3.875 23.215 0.442 -0.107 0.189
O -8.102 0.026 22.168 0.214 0.206 0.089
O -4.928 7.588 25.199 -0.059 0.018 -0.182
O -7.041 6.041 22.897 -0.009 0.061 0.184
O 2.809 5.496 22.296 0.167 0.026 0.44
O 4.008 1.64 -1.346 -0.254 0.069 -0.139
O -3.909 -4.062 24.445 0.558 -0.132 0.365
O -0.518 -4.677 25.106 0.169 0.434 -0.065
O -3.786 -1.32 -1.358 0.417 0.157 -0.176
O -2.624 5.5 22.061 -0.184 -0.181 0.272
O -1.742 -4.07 -1.228 -0.05 0.332 0.057
O -0.053 -2.646 22.076 0.158 -0.057 0.317
O -3.303 3.36 -5.07 0.06 -0.58 0.428
O -0.124 -6.866 -3.901 -0.025 -0.076 0.11
O 6.33 -7.163 23.043 -0.09 0.232 0.435
O -2.711 0.012 22.03 -0.088 0.114 0.479
O -1.662 -6.908 24.226 -0.493 0.21 -0.033
O 6.39 -6.784 -1.43 -0.395 -0.311 -0.02
O -5.851 3.216 -5.194 -0.656 0.234 0.002
O -1.273 0.675 -1.145 -0.325 -0.419 -0.016
O 5.401 2.719 22.336 -0.167 -0.189 0.404
O -1.613 2.148 -6.78 0.286 -0.037 -0.32
O 0.045 5.456 -0.491 -0.08 0.078 -0.297
O 7.213 4.302 -1.627 0.146 0.49 -0.185
O 5.547 -0.12 -0.348 0.145 0.023 -0.718
O -4.113 -6.18 22.933 0.397 0.168 0.226
O -8.072 5.804 25.256 -0.086 -0.253 0.295
O 2.067 0.004 25.201 -0.038 0.394 0.448
O 5.154 6.315 -6.11 -0.263 -0.092 0.062
O 0.073 2.237 25.118 0.011 -0.215 0.415
O -1.682 6.712 -6.12 -0.058 0.364 -0.123
O -4.283 -1.844 23.003 -0.51 -0.163 0.1
O 4.757 7.066 23.137 0.185 -0.152 0.32
O 3.703 6.874 -1.63 0.301 -0.482 -0.177
O 5.018 2.239 25.964 -0.206 0.065 -0.523
O 0.553 -6.276 23.144 0.009 -0.255 0.51
O -1.606 7.335 -1.275 0.286 0.437 -0.282
O 1.989 4.528 -6.049 -0.132 -0.388 0.031
O 3.651 -3.52 -3.325 0.136 0.552 0.161
O -6.428 6.317 -1.538 -0.228 0.006 -0.57
O -5.679 0.312 -0.439 -0.23 0.174 -0.653
O -2.484 -7.834 -3.537 -0.552 0.119 -0.154
O -6.114 -4.384 23.146 0.097 0.159 0.529
O 2.222 -8.16 -3.494 -0.323 -0.057 0.032
O -4.62 5.502 -5.656 0.342 0.272 0.092
O 2.76 -3.552 25.288 -0.238 -0.265 -0.179
O 1.924 3.685 -1.262 0.494 0.118 -0.106
O 0.532 6.293 -4.722 0.195 0.407 -0.195
O -3.707 -4.313 -6.392 0.035 0.26 0.173
O 2.15 -5.656 -3.119 -0.299 0.158 0.164
O -2.148 -5.222 -3.519 0.139 0.215 -0.504
O -1.853 5.974 -3.556 -0.315 -0.32 0.294
O -3.457 -6.129 -1.449 0.201 -0.334 -0.508
O 7.222 -1.88 -1.257 0.074 0.095 -0.295
O -7.161 -1.076 -5.271 -0.067 0.41 -0.311
O 0.914 -0.821 -1.299 0.153 -0.125 -0.366
O 5.121 -3.995 -5.468 0.495 0.197 0.031
O 7.429 -6.252 -3.796 0.295 -0.179 -0.08
O -4.188 5.064 25.046 -0.362 0.012 0.002
O -2.559 -1.902 -3.669 0.238 -0.342 -0.034
O 5.021 0.631 -3.574 -0.001 -0.369 0.525
O 6.435 7.644 25.179 -0.215 -0.137 0.352
O 1.128 3.946 23.442 -0.432 0.069 0.368
O -0.953 1.778 22.796 0.316 0.348 0.036
O 2.617 -2.695 -0.417 0.104 0.062 -0.443
O -7.221 -3.661 -1.475 0.072 0.224 -0.585
O 2.973 2.408 -3.49 -0.05 -0.028 -0.589
O -8.125 8.03 -0.425 -0.119 0.009 -0.353
O 2.549 3.013 25.516 0.287 -0.158 -0.466
O 7.861 -3.035 -6.307 -0.137 -0.194 -0.059
O 1.707 -6.611 -5.63 -0.226 -0.378 -0.351
O -7.01 3.68 24.218 0.059 -0.085 -0.128
O -2.274 0 -5.464 -0.571 0.317 0.142
O 3.423 -1.592 23.575 0.011 0.048 -0.616
O -7.364 -7.925 25.585 -0.284 0.221 -0.147
O 3.615 -1.836 -5.302 0.307 -0.075 0.343
O -3.966 6.799 -2.185 -0.213 0.468 0.114
O 1.576 -0.605 -6.363 -0.133 0.452 0.279
O 1.321 -0.454 22.736 -0.172 0.353 -0.008
O 6.639 -4.314 -2.152 -0.58 -0.074 0.337
O -7.727 2.401 -0.463 0.282 0.098 -0.428
O 6.555 -1.49 23.405 -0.243 -0.17 0.142
O -2.003 0.66 24.978 -0.304 0.05 -0.193
O 7.774 3.226 -4.02 0.294 -0.079 0.339
O -5.023 4.663 -3.273 0.075 -0.436 0.119
O -5.515 -6.107 25.127 0.033 0.349 0.295
O 7.109 4.58 23.151 -0.148 0.047 0.467
O 7.225 3.952 -6.438 0.284 0.557 0.463
O 6.44 5.509 -3.886 0.028 0.078 -0.171
O -4.022 -3.676 -2.483 -0.514 -0.142 -0.137
O -2.436 -1.932 24.954 0.434 -0.047 -0.344
O -4.677 -1.863 -6.006 0.38 0.137 -0.084
O -0.51 -0.324 -3.467 0.319 -0.202 -0.061
O -2.158 -6.436 -5.749 0.198 0.054 -0.52
O -5.278 0.621 -5.309 0.671 -0.095 0.247
O 0.213 -5.667 -0.318 0.086 0.091 -0.316
O -5.486 8.077 22.133 0.111 0.069 0.477
O 0.986 3.97 -3.655 -0.329 0.131 0.099
O -1.577 -4.685 22.755 -0.486 -0.125 0.215
O 6.292 1.682 -5.573 -0.154 -0.096 -0.516
O 4.805 7.567 -3.87 0.124 0.598 0.006
O -7.077 1.345 25.537 -0.092 -0.483 -0.267
O -0.073 7.727 25.467 0.172 -0.393 0.277
O 8.147 -5.554 22.154 -0.039 -0.292 0.304
O 7.111 7.791 -5.111 0.189 -0.516 -0.229
O -6.192 1.488 23.058 0.305 -0.306 0.379
O 6.352 -0.099 25.688 0.135 0.144 -0.078
O 2.712 -5.384 22.116 0.071 -0.182 0.616
O -4.307 3.695 22.838 -0.542 -0.176 0.017
O 3.971 -6.026 -6.721 0.004 -0.708 0.017
O 4.16 0.43 -6.037 -0.303 0.683 -0.278
O 1.941 -6.927 25.809 0.108 0.416 -0.598
O -2.468 6.964 24.668 -0.185 -0.495 -0.317
O -0.557 -1.952 -5.51 -0.206 -0.662 0.377
O -5.53 -5.323 -0.29 -0.096 -0.05 -0.202
O 0.776 1.628 -2.351 0.033 0.168 0.315
O -4.975 -1.908 25.508 -0.26 0.765 -0.157
O -4.793 2.503 25.039 0.368 -0.112 0.448
O -0.288 -1.037 26.076 0.052 -0.247 -0.222
O 6.476 -0.942 -5.207 -0.411 -0.101 -0.149
O -0.703 7.277 22.888 0.563 -0.228 0.173
O 7.595 -2.524 25.587 0.141 -0.102 -0.238
O 3.528 0.993 23.181 -0.114 0.36 0.328
O -2.789 2.728 -0.39 0.027 -0.122 -0.318
O -0.948 4.307 -5.4 0.821 -0.288 0.199
O 3.196 7.086 26.105 -0.185 -0.325 -0.437
O 3.828 -4.885 -1.108 -0.105 -0.483 -0.116
O 5.354 3.225 -3.032 -0.132 0.128 -0.219
O 0.5 4.615 25.995 -0.048 0.461 -0.168
O 2.495 -4.132 -5.617 -0.572 0.141 0.325
O -4.657 4.609 -0.791 -0.327 -0.085 0.011
O 6.496 -6.174 -6.208 -0.023 -0.153 -0.43
O -5.174 -1.436 -3.537 -0.178 -0.021 0.233
O 7.876 -2.642 -3.682 0.221 -0.077 -0.29
O -6.13 7.354 -6.518 -0.262 -0.164 0.372
O -7.574 1.749 -6.151 -0.225 -0.56 -0.18
O 4.813 -5.878 -3.273 -0.263 -0.236 -0.179
O 5.076 -2.393 25.377 -0.031 -0.265 0.757
O 2.961 5.699 -3.87 0.305 -0.402 -0.21
O -7.343 -6.785 -5.907 0.085 0.276 0.258
O 4.312 -7.234 24.737 -0.039 0.618 -0.103
O 2.324 -7.721 -0.338 -0.136 0.034 -0.45
O -4.744 -6.7 -6.318 0.084 -0.174 0.326
O -2.303 3.237 24.532 0.165 0.268 0.403

Results
total energy: -101655.062 eV
total energy less fixed offsets of O -438.25, Si -107.07 eV per atom: -1.862 eV
